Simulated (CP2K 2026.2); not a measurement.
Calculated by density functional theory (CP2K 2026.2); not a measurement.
Periodic cell of 499 atoms, Si360O139, from a study of silicon, its oxide and their interface. The atomic structure is a simulated model.
Doubt: the forces sum to 3.28 eV/angstrom along one axis rather than to zero, so they err by at least 0.0066 eV/angstrom per atom on average; the grid cutoff is modest.

Settings: functional PBE; method Gaussian and plane waves; basis set DZVP-MOLOPT-SR-GTH; pseudopotentials GTH-PBE; grid cutoff 300 Ry, relative cutoff 40 Ry; k points Gamma only; occupations fixed; spin none; net charge 0.

Cell vectors (angstrom)
a 16.32 0 0
b 0 16.32 0
c -3.934 0.9967 33.559

Atoms and the computed forces on them: element, x, y, z (angstrom), force x, y, z (eV/angstrom)
Si -1.24 0.077 0.369 -0.208 0.446 0.164
Si 1.994 2.503 0.311 0.184 -0.136 0.64
Si 3.146 5.233 -0.849 -0.026 -0.027 -0.136
Si 3.001 8.051 -0.068 0.131 0.08 0.047
Si -6.09 -6.689 1.565 0.398 -0.194 0.446
Si -0.531 0.741 -2.657 -0.101 -0.497 -0.395
Si 5.094 -0.501 25.509 0.076 0.047 -0.022
Si -10.398 1.27 0.818 0.046 -0.015 0.022
Si -10.881 4.159 0.552 -0.208 0.388 0.489
Si -6.784 5.563 -2.607 0.005 -0.091 0.054
Si -10.814 -4.81 0.967 -0.083 -0.223 0.697
Si -8.353 -2.747 0.727 0.249 0.158 0.576
Si -8.843 -0.251 -1.196 0.003 -0.082 -0.001
Si -2.471 2.062 0.699 0.074 -0.127 0.052
Si -6.294 4.03 1.061 0.031 0.742 -0.197
Si -4.285 -8.154 0.961 -0.56 0.356 0.347
Si -7.894 8.42 2.68 0.029 -0.02 0.047
Si -2.442 -2.833 0.805 -0.131 -0.018 0.554
Si 0.478 0.404 2.867 0.131 0.179 0.415
Si 2.175 2.121 2.673 -0.002 0.05 -0.04
Si -0.663 4.776 2.618 -0.006 -0.008 0.489
Si 3.296 8.883 2.912 0.217 0.023 0.63
Si -0.494 -5.857 2.989 0.04 -0.006 -0.006
Si 3.219 -2.294 2.899 -0.003 -0.008 -0.07
Si 4.893 -0.538 2.922 -0.077 -0.219 0.549
Si -8.339 2.47 2.915 -0.247 -0.003 0.692
Si 5.626 5.669 2.402 0.003 -0.034 -0.014
Si 7.019 7.305 1.123 -0.328 0.368 0.213
Si 5.081 10.564 3.045 -0.02 -0.005 -0.028
Si -7.595 -2.154 2.842 0.038 0.017 -0.012
Si -5.866 -0.336 2.877 -0.196 -0.295 0.357
Si -2.293 2.998 2.87 -0.005 -0.021 0.139
Si -5.249 5.573 2.501 -0.349 -0.476 0.305
Si -2.225 -7.535 2.941 0.164 0.023 0.503
Si -5.044 -5.057 2.97 -0.035 0.072 0.003
Si -3.288 -3.303 2.913 0.025 -0.077 0.042
Si -1.259 1.358 4.161 -0.011 -0.004 -0.012
Si 1.232 3.962 3.877 0.024 0.019 -0.044
Si -1.349 6.765 3.882 -0.014 0.004 -0.001
Si 1.379 9.58 4.134 -0.017 0.036 -0.02
Si -1.505 -4.155 4.235 -0.026 0.022 -0.042
Si 1.427 -1.341 4.116 0.004 -0.041 -0.046
Si 3.93 1.281 4.063 -0.009 0.017 -0.022
Si 6.71 4.152 3.961 0.033 -0.033 -0.078
Si 4.137 6.857 3.868 -0.016 0.055 -0.033
Si 6.892 9.541 4.11 0.011 0.005 0.023
Si 4.077 12.289 4.255 -0.007 0.03 0.039
Si -9.5 -1.374 4.076 -0.007 -0.017 -0.025
Si -6.923 1.218 4.275 0.03 0.02 0.009
Si -4.039 4.122 3.983 -0.097 0.01 0.009
Si -6.751 6.777 3.953 0.04 0.029 -0.044
Si -3.989 -6.696 4.294 0.037 -0.088 -0.03
Si -6.726 -3.937 4.162 -0.018 0.008 -0.051
Si -4.164 -1.442 4.097 -0.014 0.045 -0.093
Si -2.717 -0.041 5.364 -0.035 -0.021 0.013
Si 0.032 2.739 5.527 0.035 -0.011 -0.036
Si -2.725 5.507 5.387 0.031 -0.086 -0.057
Si 0.071 8.042 5.371 -0.014 0.023 -0.063
Si -2.707 -5.435 5.749 -0.022 0.039 -0.005
Si -0.026 -2.717 5.395 0.007 0.001 0.003
Si 2.697 -0.009 5.58 -0.038 0.007 0.004
Si 5.336 2.745 5.316 0.041 0.014 -0.02
Si 2.685 5.421 5.175 0.002 -0.004 -0.036
Si 5.514 8.097 5.391 0.002 0.001 -0.02
Si 2.634 10.972 5.543 0.019 -0.008 0.018
Si 5.544 -2.749 5.528 0.034 0.022 -0.029
Si -8.288 -0.056 5.614 -0.037 -0.017 -0.001
Si -5.436 2.715 5.343 0.002 0.03 0.004
Si -8.144 5.42 5.332 0.009 -0.033 0.038
Si -5.428 8.134 5.403 -0.006 -0.024 0.008
Si -8.126 -5.358 5.44 0 0.004 -0.001
Si -5.444 -2.67 5.633 -0.031 -0.037 0.004
Si -1.369 -1.357 6.778 0.001 0.002 0.03
Si 1.358 1.376 6.896 -0.029 0.03 0.007
Si -1.377 4.129 6.781 -0.001 -0.009 -0.023
Si 1.415 6.723 6.724 0.02 -0.029 0.028
Si -1.272 9.419 6.837 -0.013 -0.02 -0.033
Si 1.291 12.296 6.873 -0.014 -0.001 0.018
Si 4.129 -1.368 6.847 -0.01 0.002 -0.023
Si 6.694 1.428 6.796 0.03 0.031 -0.001
Si 4.009 4.104 6.679 -0.026 0.014 0.018
Si -9.479 6.76 6.768 0.019 -0.012 0.001
Si 4.094 9.507 6.729 0.017 0 -0.038
Si -9.468 12.225 6.891 -0.007 -0.02 0.044
Si -6.855 -1.355 6.942 -0.007 -0.003 -0.02
Si -4.071 1.358 6.724 -0.032 0.012 -0.019
Si -6.787 4.071 6.723 -0.006 0.044 0.01
Si -4.076 6.809 6.796 -0.014 0.006 0.022
Si -6.785 -6.792 6.757 0.023 0.015 0.006
Si -4.1 -4.046 6.985 -0.016 0.031 -0.023
Si -0.032 -0.001 8.182 -0.01 -0.009 -0.009
Si 2.73 2.768 8.168 0.023 -0.009 0.003
Si 0.019 5.441 8.136 -0.003 -0.015 0.025
Si 2.745 8.13 8.094 -0.014 0.015 -0.015
Si 0.007 10.851 8.2 0.01 0.023 -0.001
Si 2.722 -2.703 8.19 -0.015 0 0.004
Si 5.421 0.038 8.203 -0.004 -0.011 -0.001
Si -8.176 2.746 8.112 0.002 0.007 0.002
Si -10.898 5.417 8.083 -0.015 -0.019 -0.006
Si -8.151 8.161 8.125 -0.007 0.018 -0.016
Si -10.885 10.842 8.153 0.007 0.021 -0.007
Si 8.159 -2.74 8.278 -0.001 -0.017 0.029
Si -5.436 0.051 8.164 0.005 0.008 0.004
Si -2.732 2.726 8.115 0.019 -0.013 -0.001
Si -5.449 5.43 8.121 -0.006 -0.021 0.003
Si -2.7 8.129 8.18 0.005 0.008 -0.009
Si -5.472 -5.467 8.22 -0.012 -0.014 0.004
Si -2.695 -2.675 8.23 0.046 0.007 -0.008
Si -1.35 1.347 14.947 0.012 -0.036 -0.018
Si 1.361 4.088 14.928 -0.001 0.003 -0.002
Si -1.36 6.834 14.95 -0.024 0.013 0
Si 1.365 9.524 14.989 0 0 0
Si -1.378 -4.107 14.955 0.031 0.01 -0.001
Si 1.342 -1.363 14.942 -0.031 0.011 0
Si 4.092 1.356 14.92 -0.002 -0.016 -0.004
Si -9.517 4.1 14.958 -0.001 -0.009 -0.006
Si 4.095 6.798 14.977 0.003 -0.009 -0.001
Si -9.503 9.521 14.974 0.013 0.008 -0.003
Si 4.074 -4.087 14.994 0.005 0 0.009
Si 6.791 -1.373 14.969 0.009 0.005 0.002
Si -6.828 1.371 14.962 -0.042 0.042 -0.004
Si -4.085 4.09 14.959 0.02 -0.021 0.01
Si -6.795 6.818 14.967 -0.01 0.006 0.006
Si -4.084 9.537 14.956 -0.011 0.017 -0.014
Si -6.788 -4.096 14.972 0.021 -0.016 -0.011
Si -4.092 -1.377 14.971 -0.004 0.007 0.009
Si -2.708 -0.019 16.297 0.035 0.031 0.006
Si 0.019 2.72 16.285 -0.014 -0.008 -0.009
Si -2.725 5.479 16.295 -0.003 -0.011 -0.02
Si -0.018 8.186 16.347 -0.007 -0.008 0.01
Si -2.745 -5.435 16.349 -0.02 -0.02 -0.002
Si -0.023 -2.739 16.285 -0.004 0.001 -0.01
Si 2.725 0.001 16.268 0.006 -0.012 -0.017
Si 5.444 2.713 16.285 0.011 0.019 -0.006
Si 2.709 5.431 16.305 0.015 0.004 -0.01
Si 5.469 8.159 16.334 -0.012 -0.008 -0.002
Si 2.715 10.88 16.37 0.008 0.006 0.008
Si 5.441 -2.728 16.354 0.006 -0.001 0.004
Si -8.173 -0.01 16.326 0.01 -0.003 -0.016
Si -5.468 2.739 16.307 0.007 -0.018 -0.008
Si -8.156 5.464 16.322 -0.01 0.012 -0.007
Si -5.447 8.2 16.325 0.014 0.009 -0.007
Si -8.139 -5.449 16.346 -0.001 -0.001 -0.003
Si -5.426 -2.758 16.354 -0.028 -0.012 -0.005
Si -1.394 -1.43 17.663 -0.014 -0.025 0.001
Si 1.402 1.369 17.635 0.009 0.019 0.011
Si -1.347 4.104 17.604 0.004 0.004 -0.002
Si 1.351 6.795 17.662 0.001 0.008 -0.005
Si -1.397 -6.779 17.727 0 0.019 0.013
Si 1.322 -4.05 17.685 -0.026 -0.003 -0.026
Si 4.038 -1.353 17.666 -0.011 0.017 -0.013
Si -9.537 1.364 17.668 0.007 -0.01 0.036
Si 4.069 4.049 17.64 -0.024 -0.015 -0.001
Si -9.484 6.821 17.717 0.067 -0.005 -0.006
Si 4.108 9.499 17.7 0.018 0.021 -0.002
Si -9.493 -4.092 17.704 -0.017 -0.005 0.003
Si -6.808 -1.391 17.67 0.003 0.009 -0.007
Si -4.088 1.353 17.604 -0.03 -0.004 0.014
Si -6.793 4.132 17.686 0.033 -0.014 -0.003
Si -4.086 6.841 17.66 0.006 -0.011 -0.005
Si -6.773 9.546 17.745 -0.023 -0.013 0.002
Si -4.073 -4.096 17.778 0.028 0.047 0.014
Si 0.013 -0.037 18.88 0.024 -0.027 -0.011
Si 2.748 2.704 19.063 0.001 -0.025 -0.01
Si 0.022 5.402 19.011 -0.027 -0.022 -0.016
Si 2.715 8.138 19.021 0.025 -0.058 0.009
Si -0.081 -5.34 19.061 -0.031 0.019 -0.008
Si 2.675 -2.695 19.046 0.014 0.011 0.037
Si 5.345 0.052 19.015 0.011 0.006 -0.021
Si -8.11 2.7 18.991 -0.009 0.028 -0.004
Si 5.434 5.409 18.962 -0.048 0.013 0.001
Si -8.103 8.169 19.12 -0.001 -0.028 -0.008
Si 5.496 10.841 19.064 -0.009 -0.005 -0.016
Si -8.17 -2.704 19.076 0.018 0.052 0
Si -5.346 -0.099 18.967 0.042 -0.018 -0.046
Si -2.796 2.814 18.897 0.004 -0.029 0.005
Si -5.457 5.549 19.054 -0.059 0.034 -0.002
Si -2.737 -8.19 19.076 0.004 -0.023 -0.001
Si -5.439 -5.434 19.173 0.011 0.011 0.063
Si -2.712 -2.733 19.172 0.009 0.014 0.001
Si -1.438 1.339 20.033 -0.029 -0.012 0.044
Si 1.367 4.047 20.397 0.017 0.052 -0.014
Si -1.351 6.718 20.372 -0.047 -0.014 -0.023
Si 1.303 -6.752 20.26 0.047 0.033 -0.037
Si -1.366 -4.048 20.622 0.026 -0.034 -0.003
Si 1.3 -1.293 20.39 -0.038 -0.043 0.02
Si 4.057 1.363 20.516 -0.028 0.008 0.018
Si -9.523 4.047 20.294 0.058 -0.027 0.029
Si 4.059 6.703 20.353 0 -0.022 -0.022
Si -9.444 9.517 20.486 -0.031 0.009 -0.023
Si 4.078 -4.102 20.323 -0.012 0.03 -0.008
Si 6.694 -1.307 20.316 0.026 -0.093 0.013
Si -6.638 1.316 20.223 0.017 0.006 0.006
Si -4.082 4.2 20.341 0.043 -0.003 -0.004
Si -6.736 6.874 20.575 0.009 0.028 -0.024
Si -4.069 -6.872 20.512 -0.045 0.005 0.015
Si -6.789 -3.984 20.517 0.016 -0.022 -0.014
Si -4.083 -1.369 20.545 -0.025 -0.021 -0.017
Si -2.676 0.179 21.617 0.032 0.029 0.002
Si -0.152 2.605 21.431 0.034 -0.037 -0.066
Si -2.708 5.439 21.84 0.031 -0.019 -0.002
Si 0.011 8.162 21.575 0.002 -0.038 0.022
Si -2.729 -5.536 21.909 0.06 0.031 0.041
Si -0.058 -2.495 21.92 -0.045 0.049 0.037
Si 2.568 0.062 21.87 -0.012 0.058 0.06
Si 5.565 2.685 21.79 -0.018 -0.018 0.057
Si 2.754 5.328 21.82 -0.008 -0.01 0.068
Si 5.497 8.02 21.672 -0.012 0.022 0.043
Si 2.766 -5.552 21.616 0.24 -0.21 -0.331
Si 5.31 -2.659 21.693 -0.025 0.016 0.03
Si -8.095 0.017 21.48 0.114 -0.035 -0.036
Si -5.359 2.736 21.614 0.008 -0.07 -0.019
Si -8.166 5.371 21.681 0.019 0.03 0.05
Si -5.369 -8.131 22.105 -0.05 -0.029 0.027
Si -8.117 -5.391 21.871 -0.064 -0.02 0.017
Si -5.395 -2.713 22.049 0.008 0.042 -0.039
Si -1.086 -0.693 23.082 0.027 -0.096 0.025
Si 0.659 1.042 22.964 -0.007 -0.363 -0.536
Si -1.722 3.56 22.868 -0.004 -0.021 0.075
Si 1.585 7.07 22.88 0.003 -0.235 -0.647
Si -1.446 -7.161 23.109 -0.086 0.197 -0.66
Si 1.713 -3.218 23.303 0.033 0.623 -0.421
Si -9.873 -4.343 -4.871 0.066 0.086 0.019
Si -8.775 1.823 22.794 -0.106 0.178 -0.474
Si 4.391 4.182 23.145 -0.153 -0.114 -0.711
Si -9.756 6.43 23.004 0.354 0.274 -0.174
Si 3.877 -7.156 22.861 0.129 -0.008 -0.595
Si 6.897 -3.758 23.01 -0.095 -0.311 -0.693
Si -7.192 -1.47 23.059 0.332 0.555 -0.052
Si -3.51 1.97 22.884 -0.018 0.013 -0.093
Si -7.187 3.581 22.785 -0.012 0.056 0.037
Si -3.697 6.943 23.407 -0.417 -0.465 -0.035
Si -6.309 -6.185 23.25 -0.019 0.073 0.019
Si -4.447 -4.621 23.277 -0.008 0.027 0.084
Si -3.237 -4.281 25.348 -0.293 -0.223 -0.585
Si -8.022 4.838 -0.21 0.411 -0.089 0.352
Si 2.346 6.392 -3.746 -0.086 -0.107 0.185
Si -7.557 -6.353 25.267 0.368 0.155 -0.459
Si -0.453 -5.887 25.762 0.374 0.424 0.094
Si 0.718 -6.711 -1.405 -0.018 0.069 -0.008
Si 3.582 -1.708 23.031 -0.21 -0.16 -0.514
Si -6.452 3.42 24.968 -0.281 -0.015 -0.619
Si 2.792 -3.35 0.838 0.169 0.434 0.605
Si 2.472 0.894 -2.224 -0.045 0.058 0.068
Si -0.164 8.174 -3.765 -0.117 -0.031 0.031
Si -4.382 5.856 25.535 0.257 0.298 -0.626
Si -10.645 -1.723 -3.245 -0.043 0.016 0.102
Si -8.853 -6.311 -2.862 0.004 -0.052 0.138
Si -6.642 7.554 26.646 -0.04 -0.068 0.012
Si -7.076 -3.368 -5.7 0.024 -0.023 -0.003
Si 0.817 5.905 25.559 0.035 0.061 0.033
Si -1.168 3.596 -3.112 0.108 0.025 0.13
Si -1.183 -0.874 -4.266 0.168 0.374 0.48
Si -9.751 -4.4 25.983 0.041 0.065 -0.011
Si -4.693 1.428 0.358 0.326 0.046 0.183
Si -4.328 1.185 24.918 0.253 0.201 -0.401
Si 1.4 -4.442 26.051 -0.469 -0.295 -0.106
Si -7.626 0.347 27.646 0.084 0.107 0.153
Si -0.369 3.124 24.748 -0.289 0.154 -0.493
Si 0.355 7.935 27.63 0.005 -0.001 -0.163
Si -0.29 -5.527 -5.33 0.077 0.026 0.158
Si -6.835 8.089 -3.898 0.045 0.036 0.068
Si 1.027 4.053 -5.391 -0.214 -0.035 -0.032
Si 2.782 6.338 27.53 -0.057 -0.036 0.044
Si -9.127 2.592 -5.067 -0.001 -0.002 -0.074
Si -4.706 7.424 -2.006 -0.064 -0.006 0.056
Si 4.523 2.633 25.808 0.004 0.017 0.078
Si 1.216 -4.397 -3.103 -0.106 0.072 -0.055
Si -0.03 -4.873 0.944 -0.21 -0.196 0.577
Si -8.905 3.068 26.913 0.007 -0.1 -0.034
Si 4.858 1.046 -4.146 -0.028 0.018 0.151
Si -6.84 -4.961 -0.878 0.023 0.018 0.026
Si -1.664 -3.802 -3.371 0.089 0.135 -0.024
Si -6.048 0.734 -2.206 0.006 -0.109 -0.021
Si 3.001 -2.167 -1.979 0.089 -0.051 0.083
Si -2.883 0.371 27.344 -0.105 -0.103 0.018
Si -8.986 7.409 24.932 -0.066 -0.19 -0.552
Si 4.134 -6.13 25.699 0.008 0.078 -0.079
Si -2.572 -1.182 24.917 0.39 0.26 -0.483
Si -6.136 3.142 -4.106 -0.02 -0.122 -0.011
Si -4.148 -3.746 -1.667 0.044 0.035 0.013
Si -2.545 6.123 -3.916 0.058 0.016 0.019
Si 5.963 8.799 -0.512 0.136 -0.424 0.46
Si 5.189 7.808 27.076 0.013 0.116 0.001
Si -5.414 -1.87 -3.74 0.004 0.045 0.01
Si -1.14 2.576 27.539 -0.058 -0.039 -0.155
Si -8.192 -0.238 24.818 0.239 -0.166 -0.372
Si -0.809 3.577 -0.114 -0.467 -0.092 -0.003
Si -1.388 1.377 9.517 -0.003 0.006 0.017
Si 1.356 4.098 9.525 -0.015 -0.014 0.006
Si -1.337 6.781 9.525 0.009 -0.01 0.006
Si 1.401 9.492 9.506 0.011 -0.003 -0.005
Si -1.353 -4.09 9.547 -0.032 -0.021 0.003
Si 1.35 -1.351 9.538 0.021 0.018 0.009
Si 4.063 1.392 9.542 0.009 0.018 0.014
Si -9.534 4.09 9.483 -0.001 -0.009 0.004
Si 4.093 6.788 9.479 0.01 0.006 -0.003
Si -9.519 9.496 9.513 -0.008 0.007 0.011
Si 4.078 -4.102 9.518 0.004 -0.011 0
Si 6.784 -1.337 9.56 0.009 -0.006 0
Si -6.814 1.396 9.506 -0.005 0 0.002
Si -4.092 4.073 9.494 -0.013 0.006 0.005
Si -6.796 6.801 9.49 0.02 -0.003 0.003
Si -4.066 -6.819 9.53 0.007 0.018 0.01
Si -6.806 -4.109 9.598 -0.022 -0.005 0.02
Si -4.085 -1.313 9.544 -0.013 -0.005 0.001
Si -2.731 0.029 10.906 -0.019 0.005 0.001
Si -0.01 2.729 10.871 0.016 0.001 0.006
Si -2.721 5.425 10.866 0.017 -0.019 -0.001
Si 0.018 8.157 10.872 -0.019 0.011 0
Si -2.725 -5.441 10.891 0.004 0.023 0.014
Si 0.011 -2.732 10.899 0.012 -0.014 -0.01
Si 2.707 0.014 10.889 -0.016 0.026 0.006
Si -10.869 2.733 10.877 0.013 -0.029 -0.001
Si 2.727 5.458 10.869 -0.01 -0.005 -0.01
Si -10.882 8.144 10.869 0.011 -0.005 0.009
Si 2.733 -5.462 10.888 0.014 -0.013 0.01
Si 5.427 -2.729 10.888 -0.012 0.02 -0.005
Si -8.149 0.018 10.886 0.003 -0.002 0.006
Si -5.451 2.737 10.88 -0.01 0.014 0.003
Si -8.17 5.452 10.851 -0.027 0.012 0
Si -5.436 8.143 10.873 -0.013 -0.008 0.003
Si -8.187 -5.466 10.912 0.013 0.002 0.007
Si -5.434 -2.706 10.897 0.023 -0.019 -0.005
Si -1.368 -1.364 12.237 -0.001 0.01 -0.006
Si 1.349 1.372 12.234 -0.005 -0.019 0.002
Si -1.368 4.081 12.241 -0.005 -0.012 -0.003
Si 1.373 6.81 12.245 0.008 0.003 0
Si -1.35 9.517 12.229 0.012 0.002 0
Si 1.368 -4.099 12.251 -0.005 0.004 0.004
Si 4.066 -1.367 12.24 -0.002 -0.003 -0.003
Si -9.516 1.37 12.238 -0.002 0.017 -0.001
Si -12.234 4.094 12.227 0.008 0.003 -0.001
Si -9.519 6.799 12.233 -0.001 0.007 0.006
Si -12.228 9.508 12.252 0.004 0.002 0.004
Si 6.787 -4.084 12.262 0.003 -0.01 -0.001
Si -6.805 -1.354 12.254 -0.008 0.009 -0.003
Si -4.101 1.374 12.26 0.01 -0.008 0.008
Si -6.811 4.101 12.23 0 -0.006 0.005
Si -4.075 6.793 12.233 0.007 0.006 -0.002
Si -6.799 9.501 12.24 -0.001 0.006 -0.001
Si -4.081 -4.076 12.245 -0.009 0.004 0.004
Si -0.003 -0.002 13.579 0.017 0.016 -0.01
Si 2.725 2.728 13.577 -0.001 0.003 -0.009
Si -0.006 5.457 13.589 0.003 -0.004 0.001
Si 2.727 8.162 13.625 0.002 0.006 0.006
Si 0.002 10.864 13.607 -0.02 0.002 -0.004
Si 2.72 -2.734 13.613 -0.002 0.014 0.006
Si 5.449 -0.014 13.582 0.009 0.004 -0.01
Si -8.167 2.737 13.594 -0.007 -0.02 -0.008
Si -10.88 5.448 13.596 0.007 0 -0.004
Si -8.161 8.156 13.602 0.007 -0.007 -0.005
Si -10.883 10.875 13.627 -0.01 0 0.005
Si 8.162 -2.728 13.616 0.002 0.002 0.001
Si -5.453 0.002 13.622 0.005 -0.005 0.008
Si -2.724 2.724 13.611 0.004 0.006 0.007
Si -5.443 5.451 13.599 -0.012 0.002 0.007
Si -2.724 8.174 13.588 0.015 0.009 -0.005
Si -5.446 -5.442 13.589 -0.01 0.003 -0.001
Si -2.725 -2.724 13.605 -0.001 -0.016 0.008
O 0.041 -0.127 1.363 0.126 -0.374 -0.036
O -2.166 -1.256 0.543 -0.056 0.199 0.322
O 2.329 3.973 -0.293 -0.424 0.259 0.208
O 0.362 2.468 0.162 -0.263 -0.544 0.434
O 4.406 -7.923 -0.804 -0.02 -0.004 -0.576
O -1.95 -5.196 25.806 0.104 -0.362 0.433
O 5.12 -0.021 1.37 -0.424 -0.371 -0.29
O -9.163 1.545 1.84 0.071 -0.43 0.127
O -8.328 6.397 0.139 0.209 0.225 -0.302
O -9.749 -3.579 0.87 -0.222 0.022 -0.077
O -8.583 -1.323 -0.014 -0.139 0.092 0.211
O -2.407 4.566 -3.488 -0.483 -0.216 0.155
O -5.298 0.452 1.53 0.103 -0.074 -0.045
O -7.113 3.249 2.215 0.11 0.1 0.467
O -2.821 -7.586 1.399 0.598 0.413 -0.464
O 2.011 -4.761 22.86 0.17 -0.331 -0.132
O -7.517 0.585 -1.557 -0.18 0.346 -0.264
O -9.984 1.691 -4.021 0.527 -0.016 0.599
O -2.093 -0.67 26.392 0.485 -0.127 0.015
O 5.429 5.372 23.572 -0.069 0.112 0.415
O 2.743 -5.356 25.913 0.081 -0.262 0.056
O 2.377 5.984 25.993 0.493 -0.149 -0.318
O 4.672 1.056 25.476 -0.196 -0.058 -0.291
O -0.465 -6.628 24.306 0.241 0.074 0.099
O 0.644 6.609 24.128 -0.776 0.073 0.072
O 2.899 -7.496 1.328 -0.014 0.315 -0.248
O -4.374 6.683 1.644 0.366 -0.32 0.257
O 0.068 -1.386 -5.186 0.187 -0.57 -0.136
O -5.674 6.182 -1.586 -0.104 -0.049 0.51
O -4.719 -2.445 -2.416 0.303 0.59 0.12
O -4.223 -4.298 26.636 -0.393 0.207 0.17
O -1.854 -2.217 -3.643 -0.132 0.281 0.285
O -2.305 -0.179 -5.228 0.191 0.772 0.001
O 4.451 -6.31 24.126 0.219 0.283 -0.018
O 1.356 7.654 -3.65 0.162 0.471 0.145
O -6.573 -2.882 -4.237 -0.308 -0.139 0.41
O 1.711 -7.876 -0.925 -0.025 -0.471 -0.23
O 1.391 -3.268 24.909 -0.148 0.434 0.249
O -8.801 -7.297 24.753 -0.32 0.213 -0.285
O -6.369 7.665 -5.384 0.682 -0.084 -0.3
O 0.384 4.373 25.43 -0.056 0.097 0.557
O -7.625 3.575 26.074 0.13 0.436 0.391
O -5.449 2.874 0.28 -0.124 0.317 -0.45
O -8.252 -5.044 25.955 0.338 0.321 0.196
O 4.051 -4.308 0.451 -0.161 -0.393 -0.273
O -4.218 8.126 -0.657 0.453 0.462 -0.228
O -10.115 7.144 26.043 -0.231 -0.62 -0.008
O -10.112 -3.978 24.465 -0.586 -0.013 -0.056
O -5.107 2.979 -5.325 0.512 0.548 0.099
O 2.097 0.263 -5.381 0.008 0.003 0.268
O 2.292 -3.218 -2.984 0.1 0.005 -0.408
O 4.1 -1.314 24.536 -0.097 -0.218 0.126
O 1.662 -5.629 -2.163 0.695 -0.037 0.172
O -0.567 4.827 0.942 0.173 0.579 -0.352
O -0.13 -7.01 26.915 -0.209 0.129 0.37
O -6.825 -6.178 0.182 -0.221 -0.026 -0.007
O -1.533 2.027 -2.878 -0.658 -0.161 -0.155
O 1.468 -4.256 1.031 0.123 0.103 0.128
O -2.523 8.074 23.746 0.134 -0.179 0.598
O -4.945 0.603 -1.026 0.124 -0.301 -0.035
O -10.446 6.68 -5.65 0.28 0.444 0.2
O -9.941 -5.461 -3.697 -0.429 -0.163 0.012
O -2.694 -2.785 25.019 0.308 -0.085 -0.355
O -4.388 -1.752 -4.974 0.022 -0.568 -0.075
O -5.99 4.688 -3.686 0.281 0.262 -0.476
O -1.07 -3.679 0.567 0.271 -0.214 -0.397
O 1.053 -4.898 -4.641 0.529 0.049 -0.363
O -5.806 1.896 25.046 -0.228 -0.171 0.207
O -8.187 -2.749 23.306 0.375 -0.239 0.106
O 2.494 -0.701 -2.361 -0.266 -0.098 -0.062
O -3.463 6.88 -2.848 0.141 0.226 -0.015
O 4.342 1.541 -5.593 0.609 0.368 -0.392
O -10.302 3.192 26.107 -0.01 0.564 -0.302
O 2.11 2.88 -5.4 0.045 0.085 0.234
O -9.852 -3.191 27.058 0.267 0.151 -0.13
O 4.968 2.6 0.79 -0.494 -0.095 0.129
O -7.263 -3.582 -0.143 0.359 0.191 -0.127
O 4.91 -1.05 27.017 -0.33 0.467 0.397
O -9.922 4.008 -5.166 -0.338 0.109 0.519
O -5.151 7.041 26.34 0.153 0.369 0.335
O 0.752 1.992 24.327 0.673 -0.062 0.347
O 2.733 8.114 23.419 -0.096 0.158 0.187
O -0.086 6.684 26.668 -0.516 -0.157 -0.073
O -5.772 2.172 -2.872 0.468 0.25 0.087
O 5.395 -5.419 26.403 0.026 -0.088 0.329
O -9.907 0.856 -0.664 -0.095 0.579 -0.266
O 3.927 3.411 24.509 -0.468 0.136 0.224
O -10.278 -5.983 0 0.595 0.147 -0.177
O 1 1.335 -2.772 0.032 0.544 -0.436
O 4.709 4.799 -0.758 0.388 -0.197 -0.283
O -7.343 -0.305 26.197 0.746 -0.453 -0.071
O -0.636 4.125 -1.649 0.403 0.403 -0.247
O 4.07 -7.597 26.358 -0.489 -0.122 0.216
O -8.56 1.306 24.363 -0.053 0.232 0.282
O -7.59 6.828 25.54 -0.039 -0.435 -0.073
O -3.153 6.192 -5.41 -0.842 -0.227 0.039
O 4.605 -2.277 -2.158 0.185 -0.09 0.503
O -0.07 -6.018 -0.193 -0.374 0.012 0.007
O -8.38 -4.292 -5.491 0.084 -0.489 -0.241
O -9.38 -1.08 -2.474 0.242 -0.027 -0.348
O -7.658 2.809 -4.474 0.03 -0.168 0.094
O -10.21 -2.904 -4.233 0.052 0.048 -0.009
O -7.827 4.651 -1.804 -0.448 -0.343 -0.324
O 1.676 5.356 -4.752 -0.215 0.274 -0.215
O -9.559 -7.444 -1.934 0.043 -0.39 -0.393
O -9.702 -0.826 25.055 -0.123 -0.254 0.04
O 3.497 2.881 27.042 -0.3 -0.13 -0.167
O 2.698 5.697 -2.325 0.14 0.122 -0.092
O -5.352 -4.807 -1.496 0.091 -0.49 -0.152
O -5.932 -0.399 -3.347 -0.403 0.312 -0.444
O 2.926 6.456 0.186 -0.067 -0.19 0.518
O -1.272 2.489 25.934 -0.433 -0.243 -0.136
O 2.607 1.364 -0.674 0.454 -0.511 0.355
O -3.285 5.33 26.615 0.227 -0.183 -0.18
O -9.314 3.952 0.193 0.163 -0.349 0.006
O -7.882 -7.025 -3.943 0.002 0.384 -0.168
O -8.031 5.593 -5.838 0.288 -0.234 0.104
O -0.738 0.088 -1.185 -0.051 -0.428 -0.156
O 3.69 6.91 -4.441 0.391 0.425 0.176
O -3.592 -3.317 -0.223 -0.409 -0.091 0.147
O -7.939 -5.298 -1.998 -0.035 0.178 0.069
O -0.187 3.658 -4.397 -0.3 0.084 -0.072
O -4.063 -0.458 24.693 -0.644 -0.025 -0.007
O -1.55 -4.707 -4.713 -0.494 -0.007 -0.404
O -0.376 -7.117 -5.001 -0.25 -0.3 -0.575
O 2.566 -2.4 -0.448 -0.112 0.56 -0.011
O 1.461 -3.727 27.516 -0.274 0.243 -0.004
O -7.578 6.797 -3.262 -0.929 -0.072 0.014
O -1.113 6.882 -3.921 0.432 -0.337 -0.02
O 4.984 -0.559 -4.121 0.021 -0.264 -0.264
O -2.92 -4.354 -2.527 0.035 -0.392 0.038
O -5.317 4.559 25.24 0.008 -0.153 0.253
O -8.667 1.554 27.421 -0.153 -0.297 -0.111
O -6.752 -7.16 26.434 0.418 0.264 0.503
O -3.73 1.408 26.415 -0.097 0.579 0.113
O 3.75 1.504 -3.032 0.089 0.441 0.117
O -0.417 -7.32 -2.391 -0.725 0.062 -0.007
O -0.254 -3.938 -2.574 -0.034 0.03 0.412
O -5.557 -7.885 -2.957 0.318 0.548 -0.401

Results
total energy: -99458.447 eV
total energy less fixed offsets of O -438.25, Si -107.07 eV per atom: 3.503 eV
